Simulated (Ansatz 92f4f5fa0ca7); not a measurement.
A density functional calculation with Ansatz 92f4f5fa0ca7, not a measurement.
Periodic cell of 234 atoms, Si146O88, from a study of silicon, its oxide and their interface. The atomic structure is a simulated model.
Doubt: the cutoff is far below the 930 eV that the study's wrapper takes by default for these files, so forces and energies are approximate.
This geometry differs little from another in the collection (a relaxation step or a small displacement).

Settings
functional: PBE
potential files: Ansatz PAW
basis: plane waves
wave-function cutoff: 580 eV
density cutoff ratio: 5
exchange-correlation grid ratio: 1
k mesh: 1 x 1 x 1, Gamma-centred
self-consistency stop: 5e-08 eV per atom in the density residual
occupations: fixed
spin: none
net charge: 0

Cell vectors (angstrom)
a, 11.6015, 0, 0
b, 0, 10.938, 0
c, 0, 0, 33.1397

Atoms: element, x, y, z (angstrom)
Si, -0.1494, 0.0946, 24.3178
Si, 3.8931, -0.2987, 24.4519
Si, 7.7752, 0.4233, 23.9377
Si, 2.021, 1.167, 24.353
Si, 5.5425, 1.421, 24.1061
Si, 9.72, 1.7334, 24.1996
Si, -0.0042, 5.4442, 24.2339
Si, 3.9718, 5.3962, 24.4455
Si, 7.7508, 5.4819, 24.7309
Si, 1.9766, 6.6849, 24.4436
Si, 5.8986, 6.8484, 24.565
Si, 9.6865, 6.8335, 24.4068
Si, 1.9225, 2.6383, 26.2974
Si, 5.7777, 2.6256, 26.2567
Si, 9.6818, 2.7684, 26.3381
Si, 0.0234, 4.0912, 26.2487
Si, 3.8723, 4.0272, 26.3818
Si, 7.7157, 4.0165, 26.5134
Si, 1.9019, 8.1476, 26.3538
Si, 5.7845, 8.1933, 26.4737
Si, 9.6993, 8.2093, 26.3578
Si, 0.008, 9.6286, 26.3029
Si, 3.8488, 9.492, 26.4704
Si, 7.7296, 9.5198, 26.5684
Si, 0.0159, -0.0136, 28.2919
Si, 3.8536, 0.0075, 28.3226
Si, 7.757, 0.0221, 28.3929
Si, 1.9266, 1.3702, 28.3014
Si, 5.8012, 1.348, 28.2715
Si, 9.7011, 1.3642, 28.2716
Si, 0.0037, 5.4316, 28.2551
Si, 3.8421, 5.4387, 28.3007
Si, 7.731, 5.4677, 28.3526
Si, 1.9089, 6.8177, 28.3099
Si, 5.7834, 6.7798, 28.346
Si, 9.6848, 6.8196, 28.2916
Si, 1.9336, 2.7345, 30.2405
Si, 5.8008, 2.7345, 30.2405
Si, 9.6679, 2.7345, 30.2405
Si, 0, 4.1018, 30.2405
Si, 3.8672, 4.1018, 30.2405
Si, 7.7343, 4.1018, 30.2405
Si, 1.9336, 8.2035, 30.2405
Si, 5.8008, 8.2035, 30.2405
Si, 9.6679, 8.2035, 30.2405
Si, 0, 9.5708, 30.2405
Si, 3.8672, 9.5708, 30.2405
Si, 7.7343, 9.5708, 30.2405
Si, 0, 0, 32.1741
Si, 3.8672, 0, 32.1741
Si, 7.7343, 0, 32.1741
Si, 1.9336, 1.3673, 32.1741
Si, 5.8008, 1.3673, 32.1741
Si, 9.6679, 1.3673, 32.1741
Si, 0, 5.469, 32.1741
Si, 3.8672, 5.469, 32.1741
Si, 7.7343, 5.469, 32.1741
Si, 1.9336, 6.8362, 32.1741
Si, 5.8008, 6.8362, 32.1741
Si, 9.6679, 6.8362, 32.1741
Si, 1.9336, 2.7345, 0.9679
Si, 5.8008, 2.7345, 0.9679
Si, 9.6679, 2.7345, 0.9679
Si, 0, 4.1018, 0.9679
Si, 3.8672, 4.1018, 0.9679
Si, 7.7343, 4.1018, 0.9679
Si, 1.9336, 8.2035, 0.9679
Si, 5.8008, 8.2035, 0.9679
Si, 9.6679, 8.2035, 0.9679
Si, 0, 9.5708, 0.9679
Si, 3.8672, 9.5708, 0.9679
Si, 7.7343, 9.5708, 0.9679
Si, 0.0647, 0.067, 2.8548
Si, 3.8995, 0.0396, 2.9082
Si, 7.7229, 0.0759, 2.8247
Si, 1.98, 1.4654, 2.9659
Si, 5.7907, 1.4374, 3.0024
Si, 9.6996, 1.3612, 2.8728
Si, -0.021, 5.5671, 2.8114
Si, 3.8544, 5.4188, 2.979
Si, 7.7053, 5.4417, 2.8887
Si, 1.9561, 6.8626, 2.9368
Si, 5.7577, 6.7544, 2.8376
Si, 9.6279, 6.8417, 2.8727
Si, 1.8711, 3.057, 4.8025
Si, 5.7469, 2.6644, 5.1313
Si, 9.6626, 2.749, 4.768
Si, -0.1104, 4.2898, 4.7389
Si, 3.9343, 4.2241, 5.0948
Si, 7.6865, 4.0115, 4.7765
Si, 2.0157, 8.2754, 4.8683
Si, 5.8292, 8.0634, 4.7557
Si, 9.7057, 8.3233, 4.712
Si, 0.0455, 9.6517, 4.7588
Si, 3.9773, 9.5939, 4.8163
Si, 7.6783, 9.4572, 4.5379
Si, 0, 0.1379, 6.6454
Si, 3.9596, -0.096, 6.8495
Si, 7.7623, 0.2314, 7.2042
Si, 1.5081, 1.894, 6.7626
Si, 5.756, 1.334, 7.3332
Si, 9.6495, 1.4752, 6.7671
Si, 0.0431, 5.7804, 6.5898
Si, 4.1218, 5.6348, 7.1614
Si, 8.0196, 5.3882, 6.6127
Si, 2.0883, 6.8968, 6.8374
Si, 6.1494, 6.861, 6.8347
Si, 9.6675, 7.059, 6.6657
O, 7.2989, -0.7013, 5.9459
O, 1.7136, 7.7327, 8.2459
O, 6.5924, 7.9066, 8.0854
O, 11.398, 4.9958, 8.0149
O, 8.0293, 10.1765, 8.4897
O, 9.2903, 7.8535, 8.11
O, 3.2861, 9.7671, 7.9056
O, 14.5998, 1.2341, 6.9668
O, 8.4202, 4.3969, 7.909
O, 5.4396, 2.0045, 8.8422
O, 0.4891, 10.0733, 7.8798
O, 1.171, 2.7375, 8.1569
O, 1.9621, 7.6686, 23.0989
O, -4.0093, -0.208, 25.4436
O, 2.5044, 2.1898, 23.103
O, 3.936, 9.4917, 23.2213
O, 6.3375, 7.6286, 23.1194
O, 8.2764, 10.0719, 23.0291
O, 4.0914, 4.3644, 23.1255
O, 9.5754, 7.7497, 23.0059
O, -0.0305, 4.7114, 22.7024
O, 7.4333, 4.4388, 23.4568
O, -0.5817, 9.9999, 23.0654
O, 9.9938, 2.6315, 22.8108
Si, 1.7769, 9.3485, 11.5942
Si, 2.0336, 2.9785, 15.1735
Si, -0.2969, 1.6348, 16.3157
Si, 6.4267, 2.7009, 9.9749
Si, 3.1609, 8.3891, 22.2841
Si, 3.106, 9.8517, 19.7748
Si, 7.6869, 10.1132, 17.3636
Si, -2.519, 3.0025, 8.4765
Si, 11.7973, 3.7702, 8.9739
Si, 4.0305, 2.7614, 22.7612
Si, 6.2743, -4.0896, 13.6908
Si, 4.5289, 1.6122, 19.9249
Si, 7.9533, 8.5636, 8.7564
Si, -0.6512, 8.8711, 13.3079
Si, 9.2898, -0.2844, 19.9462
Si, 6.9587, 8.9341, 11.6318
Si, 10.2845, 2.2812, 19.2713
Si, 1.0957, 7.9448, 15.397
Si, 1.8138, 9.3417, 8.4945
Si, -4.7505, 7.3501, 16.5227
Si, -1.4572, 11.7636, 13.5525
Si, 1.9253, 10.3596, 17.116
Si, 9.6352, 9.3013, 22.5177
Si, 6.8484, 12.685, 15.6143
Si, 2.1839, 4.0055, 11.159
Si, 3.9403, 1.628, 16.9927
Si, 1.7633, 5.588, 13.7162
Si, 10.6401, 6.206, 14.52
Si, -1.1516, 3.8781, 21.8404
Si, 7.2639, 12.0409, 12.5765
Si, 5.6743, 8.5803, 18.9241
Si, 1.5629, 1.3148, 12.7372
Si, 7.892, 4.8496, 15.2369
Si, 4.5397, 5.0182, 9.5195
Si, 5.8618, 7.1899, 21.6139
Si, 4.3617, 7.5211, 11.506
Si, 7.5722, 4.5799, 21.8466
Si, 7.5018, 2.0087, 20.1581
O, 0.2849, 8.7656, 11.9655
O, 10.7583, 2.2834, 17.7155
O, 3.0286, 2.8055, 16.4043
O, 10.3857, 3.1232, 9.4582
O, 4.3728, 6.4983, 10.2234
O, 3.4644, 3.9789, 10.1687
O, 3.7365, 1.961, 18.5704
O, -5.2622, 9.9453, 18.2973
O, 6.5515, 5.7291, 21.2639
O, 8.055, 0.5522, 20.6658
O, -2.446, 4.8561, 21.508
O, 6.5781, 12.2263, 14.0616
O, 4.2193, 2.6463, 21.1354
O, 7.9166, 8.4506, 10.3895
O, 7.585, 3.2577, 15.588
O, 9.6454, 9.3692, 20.8765
O, 0.4114, 9.1399, 14.5215
O, 1.9302, 10.3179, 18.7536
O, 7.5881, 5.8819, 16.4883
O, 8.6636, 2.6104, 19.1767
O, 11.7417, 5.398, 13.6179
O, 6.9974, 5.3834, 13.9489
O, 5.3885, 8.757, 11.1894
O, 5.9942, 4.3011, 9.924
O, 4.214, 7.2456, 21.7139
O, 12.2649, 11.2829, 16.6419
O, 4.8988, 6.6906, 12.824
O, 8.8494, 12.4541, 12.8146
O, 2.0978, 7.0453, 14.4238
O, 2.4117, 9.1325, 21.0472
O, 10.5396, 0.772, 19.8691
O, 4.0688, 8.7856, 18.9983
O, -1.6493, -0.7862, 13.2858
O, 6.085, 1.7127, 19.4527
O, -3.7652, 8.6882, 16.5375
O, 5.4334, 1.8394, 16.4043
O, 2.4079, 4.4545, 14.6623
O, 2.0919, 10.7505, 12.3864
O, 8.9468, -0.7117, 18.404
O, -1.4822, -3.453, 13.6049
O, 7.6416, 11.4585, 16.4159
O, 0.4853, 2.9016, 15.65
O, 6.2907, 8.2204, 20.4078
O, -0.1286, 6.887, 15.8042
O, 0.8712, 4.3853, 10.2989
O, 7.9471, 2.3983, 9.4785
O, 7.2387, 7.905, 12.8817
O, 7.1807, 3.0862, 21.3279
O, 7.1806, 10.4913, 12.059
O, 11.5298, 1.3323, 12.8495
O, 2.0156, 2.4726, 11.6859
O, 2.9072, 8.1902, 11.8251
O, -1.3968, 12.0993, 15.1751
O, 1.7809, 9.7503, 10.0412
O, -5.6713, 7.4618, 15.1722
O, 5.9612, 7.3544, 17.8861
O, 1.833, 8.7941, 16.5817
O, 4.0582, 0.1118, 20.3688
O, 9.4807, 5.1323, 14.9018
O, 2.3672, 5.2292, 12.2387
O, 2.2842, 1.7462, 14.1313
O, 3.3418, 11.0657, 16.6432
O, -5.1586, 2.058, 11.4984
O, 10.9676, 3.3199, 20.3648

Results
free energy: -142854.646 eV
free energy less fixed offsets of O -568.88, Si -635.61 eV per atom: 5.854 eV

Forces (eV/angstrom), in the order of the atoms: element, x, y, z
Si, -0.0054, -0.0039, -0.006
Si, 0.0008, 0.0008, 0.0033
Si, 0.0057, -0.0078, 0.0027
Si, 0.0025, 0.0004, 0.0013
Si, -0.0028, 0.0026, 0.0002
Si, -0.0058, 0.0002, 0.0013
Si, 0.0013, -0.0067, -0.0059
Si, 0.0024, -0.0041, -0.0009
Si, 0.0001, -0.0066, 0.0001
Si, -0.0038, 0.002, -0.0006
Si, -0.0009, 0.003, -0.0064
Si, -0.0009, 0.0086, -0.0044
Si, 0.0002, -0.0022, 0.0053
Si, -0.0008, -0.0042, -0.0022
Si, 0.0064, -0.0032, 0.0011
Si, -0.0047, 0.0028, 0.006
Si, 0.0004, -0.0001, 0.0016
Si, 0.0006, 0.0024, 0.0028
Si, 0.0031, 0.0014, 0.006
Si, 0.0021, -0.0027, 0.0088
Si, 0.0003, -0.0016, 0.0048
Si, 0.0039, -0.0005, 0.0037
Si, -0.0078, -0.0006, 0.0008
Si, -0.0002, 0.0091, -0.0201
Si, 0.0033, 0.0005, -0.0003
Si, -0.002, 0.0012, 0.0006
Si, 0.0011, -0.0018, 0.001
Si, -0.0016, 0.0007, -0.0022
Si, 0, 0.0008, -0.002
Si, -0.0002, 0.0033, -0.0028
Si, 0.0012, -0.0035, -0.001
Si, -0.0003, -0.0012, 0.0019
Si, 0.0017, -0.005, -0.0004
Si, -0.0016, 0.0032, -0.0002
Si, -0.0039, 0.002, -0.0009
Si, 0.0007, -0.0001, 0.0001
Si, -0.0252, 0.0371, -0.0077
Si, -0.0418, 0.0519, -0.2818
Si, 0.0846, -0.0138, -0.2021
Si, -0.0366, -0.0446, -0.2096
Si, -0.0601, -0.1432, 0.0748
Si, 0.0608, -0.0691, 0.2921
Si, -0.0231, -0.0338, -0.0117
Si, -0.0574, -0.019, 0.0014
Si, 0.0465, -0.0632, -0.1039
Si, 0.0032, -0.0352, -0.0857
Si, -0.0207, -0.0149, 0.0537
Si, 0.0479, -0.0788, 0.4723
Si, -0.0054, 0.0006, -0.0645
Si, 0.0016, 0.0039, 0.0118
Si, -0.0252, -0.1658, 0.0396
Si, -0.0313, -0.0918, 0.0316
Si, 0.0138, -0.1976, 0.0166
Si, 0.0047, -0.0794, -0.0429
Si, 0.0275, 0.0552, -0.0589
Si, -0.0088, 0.1706, 0.0738
Si, 0.0109, -0.0264, 0.0703
Si, 0.009, -0.074, -0.0018
Si, 0.0034, 0.0136, -0.0219
Si, 0.0133, -0.036, -0.056
Si, 0.1474, 0.0916, 0.0223
Si, -0.0285, 0.1801, 0.4292
Si, 0.0314, 0.154, -0.1248
Si, 0.0147, 0.0045, -0.1782
Si, -0.1186, -0.1237, 0.2624
Si, 0.0215, -0.0814, -0.1901
Si, 0.108, 0.0172, 0.1132
Si, -0.0114, -0.0001, 0.0014
Si, -0.2054, 0.2013, -0.0646
Si, 0.1695, 0.0676, -0.0456
Si, -0.0325, 0.1933, 0.0852
Si, -0.0434, 0.1354, -0.3184
Si, -0.0007, 0.0029, -0.0015
Si, -0.0001, 0.0031, 0.0003
Si, -0.005, -0.003, 0.0062
Si, -0.0014, -0.0008, 0.004
Si, 0.0019, 0.0005, 0.0019
Si, 0.0037, -0.0002, 0.0023
Si, -0.0024, 0.0005, 0.0021
Si, -0.0056, -0.0034, 0.0015
Si, -0.0004, -0.002, -0.0015
Si, 0.0041, 0.0016, 0.0006
Si, 0.0038, 0.0006, 0.0013
Si, 0.0001, 0.0032, 0.0004
Si, -0.0035, 0.006, -0.0093
Si, -0.004, -0.0017, -0.0025
Si, -0.0034, -0.001, 0.0006
Si, 0.0031, -0.0021, -0.006
Si, 0.0046, 0.0014, -0.001
Si, 0.0006, -0.0006, -0.0028
Si, -0.0086, 0.0002, -0.0036
Si, -0.0071, -0.0064, -0.005
Si, -0.0025, -0.0025, -0.0041
Si, 0.0046, 0, -0.0012
Si, 0.0034, -0.0019, -0.0027
Si, 0.0195, 0.0014, -0.0181
Si, -0.0014, 0.0028, 0.0035
Si, -0.0039, -0.0027, 0.0117
Si, -0.004, 0.0095, 0.0165
Si, 0.0053, -0.0084, 0.0072
Si, 0.006, 0.004, 0.0044
Si, 0.0126, 0.0021, -0.0044
Si, -0.0052, 0.0037, 0.0007
Si, 0.0005, 0.0012, -0.0009
Si, 0.0057, -0.0005, 0.0069
Si, 0.0022, 0.0008, 0.0088
Si, -0.0021, 0.0013, 0.0043
Si, 0.0014, 0.0003, 0.0012
O, -0.0108, 0.0059, 0.0087
O, 0.0006, -0.0048, -0.0049
O, -0.0021, -0.0033, -0.0023
O, 0.0021, -0.0129, 0.0082
O, 0.0027, -0.0014, -0.0008
O, 0.0011, -0.0006, -0.0024
O, 0.0026, 0.0054, -0.0064
O, -0.0077, -0.0001, -0.0041
O, -0.0008, -0.0009, -0.0058
O, -0.0045, -0.0021, -0.0054
O, -0.0003, -0.0038, 0.0003
O, 0.0043, -0.0029, -0.0075
O, -0.0016, -0.0004, 0.0012
O, -0.0067, 0.0105, -0.0069
O, -0.0023, -0.0011, 0.0007
O, 0.0017, 0.001, -0.0001
O, -0.001, -0.0009, 0.0046
O, -0.0041, 0.0064, 0.0068
O, -0.0009, 0.0006, 0.0012
O, 0.0015, -0.0059, 0.0006
O, 0.0024, 0.0068, 0.009
O, -0.0022, -0.0005, 0.0043
O, 0.0098, 0.0029, 0.0043
O, -0.002, -0.0043, 0.0024
Si, -0.0008, -0.0001, 0.0011
Si, 0.0013, -0.0019, -0.0001
Si, -0.0006, 0.001, -0.001
Si, 0.0025, -0.0013, -0.0009
Si, -0.0012, 0.0017, -0.0039
Si, -0.0001, 0.0002, -0.0038
Si, -0.001, 0.0009, -0.0015
Si, -0.0157, -0.0071, 0.0045
Si, 0.007, 0.0145, 0.01
Si, 0.0107, -0.0046, 0.0053
Si, -0.0002, 0.0006, -0.0004
Si, -0.0002, -0.0019, -0.0029
Si, 0.0002, 0.0029, 0.0004
Si, -0.0001, 0.0007, -0.0005
Si, -0.0005, 0.0023, -0.001
Si, -0.0014, 0.0009, 0.0007
Si, -0.0004, -0.0009, -0.0002
Si, -0.0002, 0.0011, -0.0014
Si, -0.0016, 0.0047, -0.0001
Si, -0.0009, 0.0007, -0.0004
Si, -0.0007, -0.0005, -0.0001
Si, -0.0012, 0, -0.0019
Si, -0.0072, 0.004, -0.0016
Si, -0.0012, -0.0001, -0.001
Si, -0.0112, -0.005, -0.0082
Si, -0.0006, 0.0021, -0.0032
Si, -0.0002, -0.0011, 0.0019
Si, -0.0005, 0.0004, -0.0015
Si, -0.0026, -0.0008, -0.003
Si, -0.0018, 0.0009, -0.0012
Si, -0.0006, 0.0002, -0.0019
Si, -0.0008, 0.002, 0.0015
Si, -0.0014, 0.0003, -0.0007
Si, -0.0026, -0.0053, 0.0049
Si, 0.0009, -0.0001, -0.0028
Si, 0.0004, 0.0009, 0.0008
Si, 0.0014, 0.0001, -0.0023
Si, 0.0025, -0.0012, -0.002
O, -0.0005, -0.0001, -0.0003
O, 0.0008, 0.0004, -0.0013
O, -0.0025, -0.0029, -0.0009
O, 0.0024, 0.0012, -0.0036
O, -0.0006, -0.0015, -0.0023
O, -0.0064, 0.0007, 0.0084
O, -0.0009, 0.0009, -0.0007
O, -0.0005, -0.0001, 0.0016
O, -0.0004, -0.0001, 0.0009
O, -0.0002, -0.0001, 0.0006
O, 0.0013, 0.0012, 0.0008
O, -0.0005, 0.0002, -0.0002
O, -0.0022, 0.0017, -0.0003
O, -0.0005, -0.0002, -0.0013
O, -0.0004, 0.0004, 0.0009
O, 0.0011, -0.0024, 0.0042
O, -0.0007, -0.0008, 0.0008
O, 0.0002, -0.0001, 0.0018
O, -0.0001, 0.0005, 0.0008
O, -0.0009, 0.0011, 0.0003
O, 0.0005, -0.0004, 0.0002
O, -0.0006, 0.0003, 0
O, 0, -0.0005, 0
O, -0.0021, 0.0042, -0.0014
O, -0.001, -0.0015, 0.0006
O, -0.0009, 0, 0.0005
O, -0.0013, 0.0002, -0.0005
O, 0.0001, 0.0004, 0.0008
O, -0.0004, -0.0011, 0.0003
O, -0.0006, -0.0001, 0.0032
O, -0.0003, -0.0005, 0.0005
O, -0.0005, -0.0003, 0.0016
O, -0.0004, -0.0001, 0.0004
O, 0, 0.0004, 0
O, -0.0007, -0.0005, 0.001
O, -0.004, 0.0009, 0.0012
O, -0.0029, -0.0016, 0.0019
O, -0.0001, 0.0009, 0.0001
O, -0.0005, -0.0001, 0.0008
O, -0.0006, -0.0005, 0.0005
O, -0.0009, 0.0003, 0.0009
O, 0.0011, -0.0016, -0.0003
O, -0.001, 0, 0.0016
O, -0.0006, -0.0004, 0.0005
O, 0.0142, -0.0073, -0.0069
O, 0.0073, 0.0039, -0.0027
O, 0, 0.0003, -0.0002
O, -0.0016, 0.0013, 0.003
O, -0.0005, -0.0006, -0.0003
O, 0.0029, -0.0001, 0.0004
O, -0.0036, 0.0116, -0.0055
O, 0.0003, -0.0008, 0
O, 0.0002, 0.0005, 0.0018
O, -0.0005, -0.0008, 0.0001
O, -0.0004, -0.0003, 0.0002
O, 0.0002, 0.0003, 0.0009
O, -0.0007, -0.0002, 0.001
O, -0.0008, -0.0003, 0.0015
O, 0.0002, 0, 0.0009
O, -0.0022, -0.0031, -0.0024
O, -0.0024, 0.0046, 0.0003
O, 0.0006, 0.0015, 0.0007
O, 0.0002, -0.0006, 0.0024
O, 0.0007, 0.0003, 0.0019

The program warned: the cutoff lies below the one the program advises for these potential files; the exchange-correlation potential is rough where the density is thin.
